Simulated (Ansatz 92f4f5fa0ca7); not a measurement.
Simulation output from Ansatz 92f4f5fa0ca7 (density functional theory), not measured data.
Periodic cell of 220 atoms, Si132O88, from a study of silicon, its oxide and their interface. The atomic structure is a simulated model.
Doubt: the cutoff is far below the 930 eV that the study's wrapper takes by default for these files, so forces and energies are approximate.

Settings: functional PBE; potential files Ansatz PAW; basis plane waves; wave-function cutoff 580 eV; density cutoff ratio 5; exchange-correlation grid ratio 1; k mesh 1 x 1 x 1, Gamma-centred; self-consistency stop 5e-08 eV per atom in the density residual; occupations fixed; spin none; net charge 0.

Cell vectors (angstrom)
a, 10.938, 0, 0
b, 0, 10.938, 0
c, 0, 0, 32.511

Atoms: element, x, y, z (angstrom)
Si, -0.3645, 0.4389, 24.9237
Si, 5.7833, -0.2547, 25.0213
Si, 2.4934, 3.0815, 25.2171
Si, 8.3687, 2.7106, 24.7473
Si, 0.3182, 5.2191, 25.2007
Si, 5.0375, 5.8347, 25.0958
Si, 2.9005, 8.0885, 24.9091
Si, 7.8979, 8.3985, 24.9499
Si, 1.2642, 1.4368, 26.3644
Si, 6.8891, 1.4507, 26.2568
Si, 4.0164, 4.2489, 26.5274
Si, 9.5439, 4.0897, 26.3396
Si, 1.416, 6.9093, 26.3924
Si, 6.7479, 6.9016, 26.3674
Si, 4.1009, 9.5956, 26.3101
Si, 9.5107, 9.6462, 26.2435
Si, 2.6993, 0.0269, 27.6709
Si, 8.1862, 0.0424, 27.7065
Si, -0.0555, 2.7602, 27.7633
Si, 5.4635, 2.7648, 27.6889
Si, 2.6708, 5.5617, 27.8367
Si, 8.1689, 5.4908, 27.6806
Si, -0.0361, 8.264, 27.6655
Si, 5.4223, 8.2476, 27.7497
Si, 4.1018, 1.3673, 29.0928
Si, 9.5708, 1.3673, 29.0928
Si, 1.3673, 4.1018, 29.0928
Si, 6.8362, 4.1018, 29.0928
Si, 4.1018, 6.8362, 29.0928
Si, 9.5708, 6.8362, 29.0928
Si, 1.3673, 9.5708, 29.0928
Si, 6.8362, 9.5708, 29.0928
Si, 0, 0, 30.46
Si, 5.469, 0, 30.46
Si, 2.7345, 2.7345, 30.46
Si, 8.2035, 2.7345, 30.46
Si, 0, 5.469, 30.46
Si, 5.469, 5.469, 30.46
Si, 2.7345, 8.2035, 30.46
Si, 8.2035, 8.2035, 30.46
Si, 1.3673, 1.3673, 31.8273
Si, 6.8362, 1.3673, 31.8273
Si, 4.1018, 4.1018, 31.8273
Si, 9.5708, 4.1018, 31.8273
Si, 1.3673, 6.8362, 31.8273
Si, 6.8362, 6.8362, 31.8273
Si, 4.1018, 9.5708, 31.8273
Si, 9.5708, 9.5708, 31.8273
Si, 2.7345, 0, 0.6835
Si, 8.2035, 0, 0.6835
Si, 0, 2.7345, 0.6835
Si, 5.469, 2.7345, 0.6835
Si, 2.7345, 5.469, 0.6835
Si, 8.2035, 5.469, 0.6835
Si, 0, 8.2035, 0.6835
Si, 5.469, 8.2035, 0.6835
Si, 4.1018, 1.3673, 2.0507
Si, 9.5708, 1.3673, 2.0507
Si, 1.3673, 4.1018, 2.0507
Si, 6.8362, 4.1018, 2.0507
Si, 4.1018, 6.8362, 2.0507
Si, 9.5708, 6.8362, 2.0507
Si, 1.3673, 9.5708, 2.0507
Si, 6.8362, 9.5708, 2.0507
Si, 0, 0, 3.418
Si, 5.469, 0, 3.418
Si, 2.7345, 2.7345, 3.418
Si, 8.2035, 2.7345, 3.418
Si, 0, 5.469, 3.418
Si, 5.469, 5.469, 3.418
Si, 2.7345, 8.2035, 3.418
Si, 8.2035, 8.2035, 3.418
Si, 1.4171, 1.2974, 4.8058
Si, 6.8561, 1.353, 4.7881
Si, 4.1074, 4.058, 4.7714
Si, 9.5903, 4.0591, 4.834
Si, 1.4163, 6.7788, 4.8342
Si, 6.8472, 6.8194, 4.747
Si, 4.1295, 9.5403, 4.846
Si, 9.6805, 9.4792, 4.6754
Si, 2.7278, -0.1117, 6.2899
Si, 8.4106, -0.0219, 5.9229
Si, 0.0792, 2.6516, 6.193
Si, 5.3397, 2.5865, 6.1698
Si, 2.8462, 5.4246, 6.2178
Si, 8.0879, 5.3606, 6.1336
Si, -0.0034, 8.1336, 6.1373
Si, 5.6136, 8.2497, 6.1789
Si, 3.7592, 1.4937, 7.7493
Si, 10.0238, 0.8683, 7.4681
Si, 1.6399, 3.8208, 7.5121
Si, 6.5864, 4.0007, 7.5256
Si, 4.6622, 6.4705, 7.4535
Si, 9.0725, 7.2023, 7.259
Si, 1.2268, 9.5105, 7.6214
Si, 7.1842, 9.685, 7.4156
O, 1.4041, 4.1381, 24.4843
O, 6.8261, 9.5397, 24.3757
O, 2.7056, 2.7171, 8.1552
O, 8.19, 8.4597, 7.9659
O, 5.6221, 5.2445, 8.1549
O, 0.1396, -0.2611, 8.1478
O, 3.9836, 6.9251, 24.3647
O, 9.4915, 1.5571, 24.2594
O, 1.8228, 8.6485, 8.9459
O, 0.8313, 4.4608, 8.8154
O, 9.2073, 1.4023, 8.8017
O, 6.9237, 10.9346, 8.5437
O, 4.169, 0.8615, 9.2497
O, 4.184, 7.4274, 8.7033
O, 6.9943, 2.8329, 8.6738
O, 9.5687, 6.3166, 8.5469
O, 3.4666, 2.4485, 24.0689
O, 5.1703, 0.4145, 23.6534
O, 7.7784, 3.5204, 23.3693
O, 10.5122, 5.971, 23.9664
O, 8.3832, 7.5411, 23.6001
O, 2.2887, 8.8056, 23.5203
O, 5.6637, 4.9773, 23.8586
O, 0.4639, 10.7747, 23.6293
Si, 4.2354, 11.6136, 10.8743
Si, 7.678, 7.4148, 12.1387
Si, 5.5974, 5.9214, 20.1556
Si, 4.4246, 1.692, 23.0033
Si, 10.5059, -2.7617, 18.1879
Si, 6.3568, -2.094, 16.2099
Si, 0.9626, 9.4623, 22.7975
Si, 8.8868, 8.9718, 14.593
Si, -2.5672, 4.4666, 12.1321
Si, 1.0526, 9.3942, 14.7334
Si, 4.2611, 0.1403, 18.6049
Si, 1.628, 10.0795, 17.4823
Si, 6.6422, 12.8271, 12.0487
Si, 2.9153, -3.2915, 9.6857
Si, 4.8, 8.7733, 11.8662
Si, 0.4917, 11.0609, 20.2503
Si, 1.7494, 0.7412, 12.8155
Si, 0.4076, 3.3642, 12.6218
Si, 6.1659, 8.9442, 19.4507
Si, 6.3547, 4.0856, 22.6997
Si, 14.8086, 7.9037, 14.6649
Si, 7.6204, 1.3778, 9.185
Si, 8.6999, -0.4867, 19.2283
Si, 6.8853, 1.5448, 17.5403
Si, 2.4265, 2.896, 14.7552
Si, 1.736, 4.303, 17.0808
Si, -3.6629, 0.4346, 14.8447
Si, 9.7819, 5.3812, 17.573
Si, 6.7182, 4.6191, 17.4611
Si, 9.8096, 7.0369, 22.9834
Si, 10.6639, 6.1185, 20.3089
Si, 12.0417, 5.186, 10.2461
Si, 2.5603, 4.8261, 20.113
Si, 2.7056, 1.8824, 20.677
Si, 4.1766, 5.0684, 15.4754
Si, 9.3514, 6.1972, 10.1248
O, 2.8768, 5.325, 16.4706
O, 7.5486, -1.325, 20.0445
O, 5.8492, 7.5502, 20.2568
O, -7.0641, 3.6676, 14.6704
O, 0.4835, 1.7272, 12.4234
O, 6.4424, 8.785, 17.84
O, 2.8683, 3.4772, 20.9702
O, 3.4874, 8.2396, 11.0784
O, -1.1461, 3.8879, 12.7426
O, -0.0994, 6.1595, 10.7764
O, 4.9157, -0.9449, 19.6569
O, 10.7192, 7.6395, 19.7126
O, 0.1479, 4.6806, 16.8557
O, 3.2399, 10.2501, 17.6279
O, 1.1763, 9.9344, 21.2329
O, 8.384, 8.4885, 13.1192
O, 12.1603, 3.7248, 13.9915
O, 9.4808, -1.4873, 18.1802
O, 3.4556, 1.0705, 21.8603
O, 1.2499, 4.0404, 11.3939
O, 6.3416, 5.0457, 21.3427
O, 9.9678, 5.1305, 19.1972
O, 13.0261, 4.2613, 18.6603
O, 8.2987, 4.9032, 17.0604
O, 1.0943, 1.5802, 20.6897
O, 5.0676, 12.8505, 11.5817
O, 2.7308, 11.5251, 11.5174
O, -0.44, 8.6711, 14.7739
O, 2.581, 12.377, 14.0533
O, 7.1777, 3.3987, 12.3712
O, 4.3906, 8.8301, 13.4344
O, 5.0882, 10.2619, 11.2656
O, -3.1309, 8.2641, 15.6441
O, 8.6062, 4.7826, 10.5351
O, 2.29, 8.3094, 14.9047
O, 5.4516, 0.797, 17.7218
O, 8.0253, 0.7591, 18.4157
O, 9.6652, 6.2078, 21.585
O, 1.1653, 10.4862, 15.9677
O, -0.2055, 8.348, 22.817
O, 5.6369, 4.9259, 16.2446
O, -1.0589, -3.9531, 17.2828
O, 3.4452, 1.365, 19.3142
O, 1.9828, 2.8507, 16.3418
O, 6.6729, 14.0206, 17.9991
O, 6.8049, 1.0203, 13.4128
O, 5.4921, 2.7411, 22.3622
O, 11.8665, -0.0105, 18.6823
O, 4.921, 8.1276, 15.9058
O, -2.2245, -0.3333, 14.677
O, 2.3777, -4.7808, 10.0643
O, 8.4981, 7.4398, 10.7269
O, 1.2682, 5.6578, 20.7037
O, 1.2051, 10.2256, 13.3223
O, 9.7942, 0.0903, 20.3102
O, 4.0787, 6.2964, 14.3878
O, 6.2061, -0.6458, 15.4508
O, 7.357, 1.615, 15.9694
O, 14.8927, 5.6908, 20.1308
O, 6.1332, 7.8193, 11.7806
O, 7.8619, 5.8962, 12.7875
O, 7.5171, 1.2753, 10.8147
O, 12.0084, -2.3926, 17.6553
O, 6.2636, 5.5329, 18.7242

Results
free energy: -133961.660 eV
free energy less fixed offsets of O -568.88, Si -635.61 eV per atom: 0.300 eV

Forces (eV/angstrom), in the order of the atoms: element, x, y, z
Si, 0.0238, 0.0733, -0.1425
Si, 0.0772, -0.0323, -0.236
Si, -0.0889, 0.151, -0.3378
Si, 0.1028, -0.0172, -0.1471
Si, 0.1467, -0.143, -0.4156
Si, 0.0219, -0.0355, -0.1828
Si, 0.2019, -0.1202, -0.37
Si, -0.0896, 0.0467, -0.1295
Si, -0.0182, -0.0475, -0.1565
Si, -0.1039, -0.0041, -0.2036
Si, 0.0745, -0.0186, -0.2311
Si, -0.0137, 0.0622, -0.147
Si, -0.0596, 0.0563, -0.2424
Si, -0.0166, -0.0509, -0.2187
Si, 0.0374, 0.0746, -0.1377
Si, -0.0301, -0.0066, -0.2346
Si, -0.0225, 0.0058, 0.0647
Si, 0.0208, 0.0329, -0.088
Si, -0.0166, -0.0019, 0.0714
Si, 0.0005, -0.0424, 0.0286
Si, 0.0505, 0.0492, 0.1006
Si, -0.0197, 0.0332, 0.0639
Si, -0.0852, 0.0402, 0.0753
Si, -0.04, -0.0299, 0.069
Si, -0.0345, 0.0368, -0.4244
Si, -0.1164, -0.1299, 0.2752
Si, -0.4306, 0.115, 0.3824
Si, 0.0266, 0.0272, -0.2024
Si, 0.1223, 0.3892, 0.6824
Si, -0.0832, 0.1427, -0.4693
Si, -0.071, 0.1089, -0.326
Si, -0.0849, 0.3058, -0.0332
Si, 0.0034, 0.0192, -0.0233
Si, 0.0639, -0.0683, -0.0055
Si, 0.0249, 0.0129, -0.0371
Si, 0.0418, -0.0556, -0.0122
Si, 0.0587, -0.0981, 0.0261
Si, 0.0076, 0.0259, -0.0226
Si, 0.1312, -0.0557, 0.03
Si, 0.0257, 0.0026, -0.0452
Si, -0.0345, -0.0231, -0.0017
Si, -0.0439, 0.0821, -0.0248
Si, 0.0051, 0.0277, -0.0079
Si, -0.0839, 0.0426, -0.0287
Si, -0.0625, 0.0494, -0.035
Si, -0.0065, -0.0106, -0.0118
Si, -0.0827, 0.0811, -0.0176
Si, 0.0196, -0.0026, -0.0085
Si, 0.105, -0.0724, 0.0211
Si, 0.0142, -0.0197, 0.0179
Si, 0.0138, 0.0495, 0.0026
Si, 0.0202, -0.0566, 0.0473
Si, -0.0076, 0.0282, 0.0065
Si, 0.0668, -0.0551, 0.0105
Si, 0.0592, -0.0862, 0.0328
Si, 0.0235, -0.0255, 0.0097
Si, -0.0632, 0.0746, 0.0181
Si, -0.0005, -0.0084, 0.0359
Si, -0.094, -0.0786, 0.0245
Si, 0.0571, 0.1321, 0.0038
Si, -0.0531, -0.0952, 0.0109
Si, -0.1145, 0.0749, -0.0248
Si, -0.0228, 0.1513, -0.0441
Si, -0.057, -0.0176, 0.034
Si, 0.4994, 0.0338, -0.4784
Si, 0.0287, -0.1719, 0.2504
Si, -0.0679, -0.289, -0.0869
Si, -0.0491, 0.1295, 0.1277
Si, 0.1243, -0.2327, 0.3739
Si, -0.211, -0.0323, -0.1687
Si, 0.0422, -0.0577, 0.3896
Si, 0.2002, -0.4575, -0.5124
Si, 0.0723, 0.0192, 0.0224
Si, -0.0082, 0.0443, -0.0467
Si, 0.0272, -0.0622, -0.0219
Si, 0.1126, 0.0132, -0.0144
Si, 0.0682, -0.0528, -0.115
Si, 0.0003, 0.0059, -0.0631
Si, -0.0401, 0.0213, -0.0288
Si, -0.0046, -0.0016, -0.1069
Si, 0.0121, -0.0176, 0.1837
Si, 0.0623, 0.2061, 0.2791
Si, -0.0021, -0.1214, 0.2131
Si, -0.0239, -0.0661, 0.2163
Si, 0.1225, 0.0233, 0.2126
Si, -0.0477, 0.0933, 0.1252
Si, -0.0673, -0.0363, 0.1644
Si, 0.038, -0.1164, 0.2064
Si, 0.0288, -0.0453, 0.1357
Si, -0.0142, 0.1089, 0.1596
Si, -0.1954, 0.1581, 0.282
Si, -0.2501, 0.0294, 0.0068
Si, 0.023, -0.1532, 0.2068
Si, 0.0091, -0.1006, 0.4565
Si, -0.1695, 0.0531, 0.1665
Si, 0.2416, 0.0964, 0.0033
O, -0.0564, 0.0486, 0.7832
O, -0.0181, 0.0618, 0.5888
O, 0.0898, -0.0806, -0.3307
O, 0.0098, -0.1986, -0.4379
O, -0.1091, 0.1403, -0.5729
O, -0.0019, 0.1182, -0.4898
O, 0.0686, -0.01, 0.6291
O, 0.0809, -0.1692, 0.4532
O, 0.0141, 0.1228, -0.2467
O, 0.0709, -0.1605, -0.3611
O, -0.0386, 0.0529, -0.0741
O, -0.1055, -0.2746, -0.0994
O, -0.0455, 0.1411, -0.4977
O, 0.0322, 0.0017, -0.0447
O, 0.0388, 0.1302, -0.0621
O, 0.0581, 0.0531, -0.0979
O, 0.053, -0.0763, -0.0178
O, -0.0013, 0.063, 0.1193
O, 0.1219, -0.1806, 0.3799
O, -0.0768, 0.0508, -0.0066
O, 0.0293, 0.0719, 0.2027
O, -0.0219, -0.0323, 0.3011
O, 0.0261, -0.0092, -0.0827
O, -0.0468, 0.0023, 0.0787
Si, -0.0439, 0.1334, 0.4425
Si, 0.0192, -0.2134, 0.0155
Si, -0.2308, 0.1809, -0.1203
Si, -0.3302, -0.098, 0.0045
Si, 0.0228, -0.0552, 0.1311
Si, 0.0087, 0.1054, 0.0627
Si, 0.0911, 0.0461, -0.1437
Si, -0.0461, 0.0037, -0.1881
Si, 0.0338, -0.0183, 0.1652
Si, -0.0502, 0.1612, -0.0485
Si, 0.0132, -0.0096, 0.1759
Si, -0.0399, 0.0238, 0.1704
Si, -0.0598, 0.2565, 0.206
Si, -0.1323, -0.0603, 0.1072
Si, 0.2764, -0.0566, 0.1565
Si, -0.0384, 0.3354, -0.0831
Si, -0.135, 0.179, -0.0086
Si, -0.2097, -0.0226, -0.048
Si, -0.0551, -0.0468, 0.0959
Si, -0.0794, 0.133, -0.0168
Si, 0.0564, 0.0234, -0.0839
Si, 0.0711, -0.0316, 0.0374
Si, -0.0338, -0.0389, 0.1433
Si, 0.0083, -0.0845, -0.0346
Si, -0.1143, -0.022, -0.1488
Si, -0.0768, -0.0248, 0.1963
Si, -0.0181, 0.0791, -0.0323
Si, 0.0437, -0.0252, 0.144
Si, -0.0241, 0.081, 0.0844
Si, 0.0078, -0.2259, 0.0859
Si, 0.2922, -0.1066, -0.1415
Si, -0.0986, -0.0711, 0.4672
Si, -0.0617, 0.0006, -0.0369
Si, -0.1605, 0.1798, -0.0763
Si, -0.0043, -0.0342, -0.0039
Si, -0.155, -0.0415, 0.3379
O, 0.0254, 0.0443, -0.0467
O, 0.0149, 0.0196, -0.0384
O, 0.0803, -0.0185, -0.0528
O, 0.0264, 0.0313, 0.0245
O, 0.1059, -0.0417, 0.0659
O, 0.0168, -0.0554, -0.1495
O, 0.0454, -0.0969, 0.0611
O, -0.1598, -0.0598, -0.182
O, 0.0416, 0.001, -0.0322
O, 0.0894, 0.0369, -0.1191
O, -0.0034, 0.0582, -0.0536
O, -0.033, -0.0374, -0.0225
O, 0.0165, 0.0337, -0.0361
O, -0.0124, -0.0163, -0.0512
O, 0.0346, -0.1765, 0.3016
O, 0.0568, 0.0458, 0.049
O, 0.1184, 0.011, 0.0618
O, 0.0169, 0.0132, -0.0634
O, 0.1524, 0.0003, 0.2132
O, 0.0599, 0.0926, -0.184
O, 0.122, -0.2107, 0.2892
O, -0.0191, 0.0373, -0.0164
O, -0.0119, -0.0166, -0.0926
O, 0.0168, 0.0126, -0.0558
O, 0.0654, -0.151, -0.0014
O, -0.0117, -0.0886, -0.1307
O, 0.0689, -0.0613, -0.1174
O, 0.0281, -0.0107, 0.032
O, 0.0805, -0.0178, 0.0505
O, -0.076, -0.0996, -0.0698
O, -0.0779, 0.0402, -0.0282
O, 0.0239, 0.0096, -0.1084
O, -0.0091, -0.0232, 0.0257
O, 0.0033, 0.0305, -0.2054
O, 0.0263, -0.0644, -0.0099
O, 0.0058, 0.0623, -0.0697
O, -0.0104, 0.0984, -0.0412
O, -0.1139, 0.1013, 0.2273
O, 0.0035, -0.0214, -0.0393
O, -0.0013, 0.03, -0.0765
O, -0.011, 0.0069, -0.0524
O, -0.0201, 0.0179, -0.0671
O, 0.028, -0.0522, -0.0296
O, 0.0247, 0.0308, 0.011
O, -0.0109, -0.0207, 0.0352
O, -0.0137, -0.0655, -0.055
O, 0.0468, 0.0552, -0.0136
O, -0.0205, -0.074, -0.0465
O, -0.0234, -0.0493, 0.0161
O, 0.0066, -0.0415, 0.0533
O, 0.1545, 0.1406, -0.1071
O, 0.0298, 0.0182, -0.0874
O, -0.1448, 0.0709, -0.0071
O, 0.0184, -0.1116, 0.0385
O, 0.0315, -0.0575, -0.0314
O, 0.003, -0.0069, 0.0452
O, -0.0017, -0.0461, 0.0631
O, 0.0147, -0.0389, 0.0439
O, 0.0961, -0.0029, -0.0008
O, -0.0965, 0.0764, -0.0127
O, -0.012, 0.0962, -0.0073
O, 0.0426, -0.032, -0.402
O, 0.0232, -0.0092, -0.0293
O, 0.0493, -0.061, -0.0468

The program warned: the cutoff lies below the one the program advises for these potential files; the exchange-correlation potential is rough where the density is thin.
